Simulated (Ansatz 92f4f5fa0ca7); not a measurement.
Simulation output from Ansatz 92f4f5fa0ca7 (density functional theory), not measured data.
Periodic cell of 254 atoms, Si144O106N4, from a study of silicon, its oxide and their interface. The atomic structure is a simulated model.
This geometry differs little from another in the collection (a relaxation step or a small displacement).

Settings: functional r2SCAN; potential files Ansatz PAW; basis plane waves; wave-function cutoff 800 eV; density cutoff ratio 5; exchange-correlation grid ratio 1; k mesh 1 x 1 x 1, shifted by 0.5 0.5 0 of a step; self-consistency stop 1e-10 eV per atom in the density residual; occupations fixed; spin none; net charge 0.

Cell vectors (angstrom)
a	10.887	0	0
b	0	10.887	0
c	0	0	36.0376

Atoms and the computed forces on them: element, x, y, z (angstrom), force x, y, z (eV/angstrom)
Si	0.2864	-0.5564	0.1399	-0.0065	0.0006	-0.0634
Si	2.5592	2.9588	0.107	0.0074	0.0033	-0.0553
Si	0.4706	5.3312	-0.0862	0.0078	0.0015	-0.0664
Si	2.7065	8.3723	0.43	0.0067	-0.0027	-0.0452
Si	5.3559	-0.2369	-0.0243	-0.0081	-0.0024	-0.0548
Si	7.8571	2.9464	0.1484	0.0104	-0.011	-0.0581
Si	5.5637	5.0477	0.2161	-0.0055	0.0004	-0.0454
Si	7.5915	8.3713	-0.2149	-0.0024	-0.0077	-0.0717
Si	1.3201	1.2977	1.2711	-0.0002	0.0002	0.0026
Si	4.0478	3.9693	1.585	-0.0002	-0.0009	-0.0006
Si	1.4339	6.7464	1.502	-0.0011	0.0008	-0.0011
Si	4.1101	9.6386	1.6821	0.0025	0.0015	-0.0026
Si	6.665	1.3095	1.3128	-0.0037	-0.0001	-0.0037
Si	9.568	4.1999	1.1859	0.0026	0.0008	-0.0005
Si	6.6751	6.8095	1.3165	0.0033	-0.0002	0.0019
Si	9.3797	9.3255	1.2314	-0.0015	-0.002	-0.0005
Si	-0.0378	2.7299	2.6024	-0.0014	-0.0002	0.0016
Si	2.6553	0.1111	2.8417	-0.0016	0.0035	0.0001
Si	-0.0996	8.0793	2.7124	-0.0008	0.0001	0.0006
Si	2.7474	5.4078	2.8774	-0.0019	0.0004	0.0015
Si	5.4137	2.5997	2.8415	0.004	-0.0029	-0.0004
Si	8.1244	-0.063	2.612	-0.0006	-0.0017	0.002
Si	5.438	8.1251	2.8367	0.0006	0.0007	-0.0027
Si	8.1784	5.4992	2.6318	0.0011	0.0018	-0.0011
Si	1.3227	4.0165	4.0915	0.0005	-0.0016	-0.001
Si	4.0412	1.3554	4.2394	0.0014	-0.0009	0.0035
Si	1.2743	9.5187	4.046	0	-0.0007	0.0007
Si	4.0804	6.7927	4.1907	-0.0006	-0.0012	-0.0027
Si	6.8203	4.085	4.0183	-0.0008	-0.0005	-0.0007
Si	9.4874	1.3483	3.9712	0.0017	0	-0.0011
Si	6.837	9.5048	4.0996	0.0017	0.0019	0.0005
Si	9.4896	6.7628	4.1222	-0.0016	0.0033	-0.0007
Si	-0.0446	0.0175	5.4086	-0.0001	-0.0004	-0.0018
Si	2.6923	2.7424	5.5291	0.0015	0.0005	-0.0002
Si	-0.0202	5.4001	5.4419	0.0001	0.0013	-0.0006
Si	2.6649	8.1788	5.4352	0.004	0	-0.0012
Si	5.4469	-0.0463	5.4724	0.0004	0.0018	0.0015
Si	8.162	2.7087	5.3766	-0.0016	-0.002	-0.0007
Si	5.4772	5.419	5.4647	0	-0.0002	0.0003
Si	8.1782	8.1629	5.4826	0.0008	-0.0011	0.0005
Si	1.3309	1.3398	6.8184	-0.0004	0.0002	-0.0005
Si	4.0916	4.1001	6.8452	-0.0004	-0.0003	-0.0002
Si	1.3378	6.7928	6.7871	-0.001	-0.0009	-0.0005
Si	4.0591	9.5004	6.799	-0.0004	-0.0003	0.0006
Si	6.8102	1.3675	6.7739	-0.001	-0.0017	0.0003
Si	9.5098	4.0454	6.7782	-0.0015	0.001	-0.0007
Si	6.811	6.7976	6.8272	0.0002	0	-0.0006
Si	9.5294	9.5444	6.8197	-0.0006	0.0008	-0.0017
Si	-0.0177	2.7245	8.1566	0.0006	-0.0019	-0.0007
Si	2.7292	-0.0138	8.1543	-0.0006	-0.0001	0.0003
Si	0.0145	8.1679	8.1597	0.0002	-0.0005	-0.0005
Si	2.7191	5.4796	8.1692	0.0009	-0.0002	0.001
Si	5.47	2.7164	8.1623	-0.0001	0.0004	0.0001
Si	8.1621	0.029	8.1596	0.0001	0.0001	-0.0007
Si	5.4212	8.1608	8.1596	0.0008	-0.0016	0.0003
Si	8.1837	5.4209	8.1501	-0.0005	0.0008	-0.0008
Si	1.3524	4.0967	9.4957	-0.0011	0.0004	-0.0014
Si	4.1078	1.3444	9.4978	-0.0002	-0.0004	-0.0016
Si	1.3964	9.5095	9.5242	0.0001	0.0006	-0.0006
Si	4.0739	6.8294	9.5426	-0.0011	0.0002	0.0011
Si	6.8304	4.0827	9.5274	0.0006	-0.001	-0.0005
Si	9.5263	1.3835	9.5304	-0.0011	0.001	-0.0007
Si	6.7785	9.5535	9.4904	-0.0004	-0.0008	-0.0014
Si	9.5389	6.7923	9.4983	-0.0004	-0.0007	-0.0023
Si	0.0432	0.0208	10.8296	0	0.0001	-0.0013
Si	2.7462	2.7305	10.7988	0.0008	0.0005	0.0013
Si	0.0161	5.4571	10.8888	-0.0006	-0.0006	0.0003
Si	2.7494	8.1886	10.9442	0.0006	0.0007	-0.0019
Si	5.4503	0.0087	10.9105	-0.0001	-0.0003	0.0001
Si	8.1865	2.7413	10.9216	0.001	0.0008	0.0002
Si	5.4596	5.4627	10.8488	-0.0003	0.0003	-0.0023
Si	8.1514	8.1753	10.7924	0.0003	0.0001	0.0015
Si	1.4365	1.373	12.1747	0.0007	0.0004	-0.0016
Si	4.0944	4.0797	12.1519	-0.0012	-0.0001	0.0005
Si	1.3766	6.8039	12.2673	-0.0004	0.0004	-0.0002
Si	4.1125	9.5553	12.3262	0.0011	0.0003	0.0025
Si	6.8151	1.3776	12.2692	-0.001	0	-0.0014
Si	9.5595	4.1093	12.28	0.0014	0.0013	-0.0025
Si	6.8004	6.8582	12.1872	-0.0013	0.0026	-0.0033
Si	9.5328	9.5346	12.0967	-0.0013	0.0002	-0.006
Si	0.1123	2.7279	13.5552	0.0015	0.0002	-0.0027
Si	2.7686	0.0786	13.6579	0.0003	0.0028	-0.0015
Si	-0.0243	8.2259	13.5076	0.0005	-0.001	-0.0009
Si	2.7753	5.4143	13.5645	-0.0009	0.0006	-0.001
Si	5.4308	2.769	13.5778	-0.001	-0.0026	0.001
Si	8.2323	-0.0201	13.5199	-0.0014	0.0006	-0.0041
Si	5.4947	8.1894	13.6679	0.003	-0.0021	0.0008
Si	8.1632	5.5269	13.56	-0.0008	0.001	-0.0018
Si	1.6867	3.84	14.9235	-0.0085	0.0075	0.0509
Si	3.9345	1.6606	15.0182	0.0113	-0.0048	0.0504
Si	1.1061	9.7935	14.8233	0.0066	-0.0078	0.0463
Si	4.3201	6.554	14.9033	-0.0096	0.0075	0.0421
Si	6.5556	4.3938	14.828	0.0095	-0.0078	0.048
Si	9.8385	1.1224	14.7774	-0.0071	0.0115	0.0439
Si	7.1393	9.3472	14.9286	-0.0052	0.0101	0.0509
Si	9.3095	7.1162	14.8582	0.0097	-0.0079	0.0461
Si	-2.425	-18.7507	16.9005	0	-0.0101	0.1069
Si	-8.9749	12.7609	27.3681	0.0066	0.0001	-0.0317
Si	-1.7784	13.3246	33.4548	0.0165	0.0153	-0.1065
Si	-19.0901	16.9421	28.7709	0.0096	-0.0062	-0.0573
Si	-17.8645	14.251	28.6614	0.0025	0.0133	-0.0514
Si	2.9811	-2.4301	16.9209	0.0054	0.0114	0.1108
Si	-1.3864	-19.0491	23.5788	-0.0081	-0.0043	0.0387
Si	-22.0377	-13.5851	21.2916	-0.0172	0.0138	0.0722
Si	11.5633	27.5083	19.9598	0.0043	-0.007	0.1042
Si	-0.2106	-5.6386	17.0135	0.0016	0.0038	0.1119
Si	-4.1	-8.871	24.4855	0.0023	-0.0022	0.0181
Si	-4.137	-4.0084	25.8806	-0.0051	0.001	0.0021
Si	-5.9573	8.6609	21.8052	0.0067	-0.0062	0.058
Si	-14.906	-26.0008	22.8262	0.001	-0.0051	0.0372
Si	-7.1699	1.0519	30.8236	0.0106	-0.0068	-0.1238
Si	-24.2889	-8.8308	19.7087	0.0016	-0.0014	0.1094
Si	-7.139	-0.439	27.0076	-0.0059	-0.0082	-0.0081
Si	-17.5565	-4.0617	34.2222	-0.0041	0.0013	-0.1017
Si	-20.9392	-0.3978	30.5591	-0.0004	0.0093	-0.082
Si	4.9978	2.129	22.1426	-0.0026	0.0145	0.0547
Si	-12.815	-0.0313	24.3075	0.0041	0.0075	0.0223
Si	-3.8728	18.0536	33.0247	0.0094	-0.0145	-0.1354
Si	13.0133	1.9021	22.6412	0.0075	-0.0021	0.0513
Si	-4.6761	21.8176	20.1651	0.008	0.0047	0.11
Si	-15.3259	-17.8537	26.9651	-0.0001	0.0087	-0.0151
Si	-25.3767	-7.0871	22.0314	-0.0065	0.0172	0.0575
Si	22.7308	-3.3273	30.5731	0.0036	-0.0054	-0.0704
Si	8.1207	-6.3568	31.677	0.0088	0.0007	-0.0996
Si	22.5963	-18.3661	25.0541	0.0028	0.0011	0.0133
Si	-23.1263	6.7931	28.7242	-0.0016	0.0032	-0.0478
Si	-23.4947	-1.9985	26.6438	-0.0037	-0.006	-0.0178
Si	-19.3643	-13.7859	20.0014	-0.0014	0.0059	0.1226
Si	5.9547	-0.2581	29.2006	0.005	0.0027	-0.0507
Si	-2.9282	-1.6569	21.8204	0.0085	-0.0077	0.0551
Si	3.1064	10.1165	24.0514	-0.008	0.008	0.0245
Si	-2.3419	-17.7363	28.8656	0.0044	-0.0039	-0.0594
Si	-16.4733	-0.2425	17.0695	-0.0045	-0.013	0.1125
Si	-21.5286	22.0398	33.3716	-0.0028	-0.0029	-0.1213
Si	-31.3055	17.1867	33.164	-0.0069	0.0041	-0.124
Si	1.5337	-4.5672	26.0282	0.0047	-0.0012	-0.0107
Si	-32.6968	2.1431	29.7425	0.0022	-0.005	-0.0727
Si	-17.7783	18.4148	26.7931	-0.0005	0.0009	-0.0141
Si	10.9395	-6.9052	32.1346	-0.0005	-0.0087	-0.0959
Si	-1.9655	10.6856	29.1893	-0.0116	-0.0037	-0.0479
Si	-21.7386	13.7006	20.8857	0.0026	-0.0082	0.081
Si	-10.6025	19.5245	24.4361	0.0071	0.0021	0.0302
Si	14.2096	1.1664	33.9304	-0.0258	0.0019	-0.1198
Si	-14.2001	19.2751	30.1915	0.0138	0.0151	-0.0913
O	2.3965	0.3403	27.4678	-0.0019	0.0043	0.0091
O	-0.3809	-0.3691	34.7035	0.0025	-0.019	0.0776
O	-9.8738	2.1793	26.082	0.0025	0.0028	0.0035
O	-6.1813	5.4711	34.9351	0.0173	-0.0214	0.0556
O	-0.0861	-2.5527	22.8975	-0.0003	-0.0066	-0.0371
O	-25.0649	15.3298	30.1407	0.0004	0.0102	0.0584
O	1.5394	9.3268	35.8273	0.008	-0.0059	0.0293
O	6.3195	9.0537	29.4048	0.0049	-0.007	0.0211
O	-7.4154	-8.3354	22.1033	0.0042	-0.001	-0.0169
O	-12.3761	16.1506	28.2352	-0.003	-0.0042	0.0152
O	14.9457	-15.2117	28.082	-0.0062	-0.0066	0.0237
O	4.1664	-23.1308	16.8908	0.0007	0.0002	-0.0317
O	-24.6328	-7.8118	32.4171	0.009	-0.0199	0.0516
O	-2.8362	-3.7555	29.307	-0.0082	0.0052	0.0238
O	-16.3541	29.5233	26.1248	0.003	-0.0015	0.002
O	-5.4395	5.4656	15.4002	0.0005	0.0017	-0.0132
O	-16.2394	-9.3762	23.5627	-0.0074	0.0024	-0.022
O	11.1888	5.8809	18.3977	-0.0152	-0.0107	-0.0903
O	11.9254	9.0358	29.9361	0.0011	0.0025	0.031
O	-4.6975	35.64	25.6646	0.0051	-0.0019	-0.0025
O	1.3315	26.664	32.3684	0.0055	0.0166	0.0441
O	-16.337	18.2359	33.3188	-0.0233	-0.0045	0.0483
O	5.2448	1.087	20.9343	0.0128	-0.0186	-0.0419
O	3.5415	7.1004	16.2384	0.0157	-0.0199	-0.0452
O	7.4954	-16.384	22.0732	0.0006	-0.0029	-0.0184
O	7.9028	7.8662	22.6741	0.0037	0.015	-0.0183
O	8.223	8.2138	15.4284	-0.0002	-0.0007	-0.0232
N	7.8222	-7.9694	23.427	-0.0058	0.0048	-0.0228
O	-3.156	0.6356	20.1593	-0.0028	0.0068	-0.0368
O	-11.2585	-15.1577	20.8539	0.0118	-0.0179	-0.0328
O	-11.8076	-20.5925	23.8797	0.0027	0.0013	-0.0093
O	-12.227	4.138	17.3163	-0.0018	0.0029	-0.0409
O	1.1339	1.7461	21.38	-0.0128	0.0075	-0.0314
O	-0.8384	6.4492	16.1448	-0.0189	0.0209	-0.0506
O	-14.3569	44.0705	29.2799	-0.0006	-0.0017	0.0159
O	-22.6624	7.8372	27.5721	-0.0011	-0.009	0.0169
O	-2.5669	10.3659	22.9066	-0.007	-0.0091	-0.0289
O	6.7692	6.3159	24.3808	-0.0019	0.0035	-0.0183
O	13.3676	11.3716	23.2753	0.0009	0.0104	-0.0121
O	-30.8814	-12.4956	24.4828	0.0019	0.0005	-0.0107
O	-13.3472	13.0405	34.869	-0.0267	0.0071	0.0829
O	-4.2742	-11.6363	16.2654	0.0219	-0.0167	-0.0586
O	-18.8543	-4.3304	33.3465	0.0267	0.0031	0.0404
O	-24.7609	-2.923	26.1987	0.0035	0.0014	-0.0004
O	-14.0771	11.6417	25.0593	0.0008	0.0023	-0.0057
O	-3.5071	16.526	32.5905	-0.0134	0.0212	0.0437
O	-9.7907	8.7667	20.5908	0.0221	-0.0048	-0.0361
O	-40.6018	4.5374	29.182	-0.0032	-0.0015	0.015
O	-14.0015	3.3382	27.6519	0.0064	-0.0013	0.0215
O	11.9058	4.5512	16.2317	0.0205	-0.0196	-0.0509
O	33.0829	-3.6422	25.2889	-0.0001	0.0028	-0.0004
O	-21.0806	4.1647	20.3102	0.0065	0.0271	-0.0393
O	-9.4011	6.2672	27.6646	0.0013	-0.0012	0.0224
O	-0.5234	-7.4095	33.5777	-0.0088	-0.0063	0.054
O	-3.0115	14.1522	20.6376	0.0124	-0.0159	-0.051
O	13.4038	-13.5494	18.4262	0.0137	0.0102	-0.0825
O	-27.2169	7.1838	22.2497	-0.0064	0.0119	-0.023
O	-28.3237	-10.7306	34.75	0.0306	-0.0128	0.0599
O	-1.7445	-9.0398	16.0501	0.0209	-0.022	-0.0505
O	3.4139	19.8036	27.3508	0.0024	0.0054	0.0069
O	-12.0624	-6.0286	31.5355	0.0057	-0.0085	0.0372
O	3.2718	13.617	27.3123	0.0012	0.004	0.0199
O	5.7027	-7.3314	21.9422	0.0013	0.0011	-0.0176
O	-21.256	-0.6823	32.1159	-0.0034	0.0089	0.0739
O	6.5136	9.5845	35.5012	0.0006	0.0044	0.0298
O	-20.0545	11.7135	33.8257	0.0153	0.0058	0.0451
O	0.4793	13.6458	31.1585	-0.0003	0.0254	0.0557
O	-3.0246	-8.5525	18.2197	-0.0004	0.0208	-0.0899
O	-7.1103	-2.9672	35.3145	-0.0181	0.0225	0.0595
O	-6.7045	-1.5198	23.0835	0.0106	-0.0045	-0.0278
O	-22.5333	3.6148	24.7775	-0.0015	-0.0014	-0.0099
O	-18.9812	2.7534	15.4881	0.0005	0.0009	-0.0124
O	-17.8012	-8.5284	29.9145	-0.0009	-0.0204	0.039
O	-12.5015	-1.8802	20.8565	0.0058	-0.0024	-0.0234
O	-9.3467	-29.6995	23.6928	0.0026	-0.0054	-0.0197
O	5.658	-0.0948	18.6457	-0.0212	-0.0035	-0.0949
O	1.503	-17.6706	35.6547	0.0009	-0.0077	0.0374
O	14.2639	-8.3514	34.7888	-0.0076	0.0174	0.0568
N	-11.3286	11.3704	29.7525	0.0119	-0.0031	0.036
O	-19.4502	6.8327	30.1222	-0.0159	0.0105	0.0436
O	-17.067	1.1065	16.3701	-0.0178	0.0215	-0.056
N	-4.5381	-23.1629	21.1413	-0.0036	0.0144	-0.031
O	1.7007	-1.873	16.1217	-0.0215	0.0185	-0.0499
O	-17.9892	-2.3808	20.671	-0.0238	-0.0027	-0.046
O	2.1413	6.3964	20.2341	0.0009	0.0014	-0.0332
O	-15.0629	16.3923	26.7262	0.0016	-0.003	0.001
O	-7.045	12.2362	32.4099	-0.0054	0.0034	0.0861
O	-18.7638	6.8913	25.6706	-0.0007	0.0002	0.0068
O	16.2195	-7.0388	28.124	-0.0103	-0.0017	0.015
O	-0.2992	-4.0603	29.9203	0.0137	0.0076	0.0323
O	-9.7716	2.3838	28.6587	-0.0187	-0.0026	0.0299
O	-13.9219	-3.241	34.3484	0.0114	0.024	0.0918
O	-36.3184	-7.1868	16.1331	-0.0206	0.0197	-0.0493
O	-22.5882	-7.6167	22.1792	0.01	0.0016	-0.0419
O	-12.9475	9.4161	30.1892	-0.0023	-0.011	0.0248
O	-34.0402	2.88	29.3681	0.0039	0.0001	0.0221
O	-4.145	4.0493	35.693	-0.0029	0.0028	0.0334
O	-11.787	-19.7262	19.8101	-0.0194	-0.0038	-0.0413
O	-8.6442	0.4353	30.4883	0.0033	0.0005	0.0331
O	-10.8748	-32.6507	15.3632	0.0003	0.0001	-0.0332
O	-11.9177	1.1456	32.8576	-0.001	0.0003	0.0406
O	-28.7558	10.5828	25.3951	-0.0012	-0.0046	-0.0036
O	-1.964	-0.7182	27.6268	0.0023	0.0084	0.0231
O	-20.3411	-6.0897	25.5411	-0.0005	-0.001	0.0021
O	4.948	10.9644	30.4252	-0.0187	0.0091	0.038
O	-25.3631	18.9648	31.7327	-0.0113	-0.0216	0.0746
O	5.1112	10.8902	27.81	0.011	0.0027	0.0242
N	-1.0452	-1.3236	25.1658	-0.0005	0.0024	-0.0101
O	-10.0908	-3.4272	32.182	0.002	-0.0198	0.0817
O	-10.432	6.1889	34.5245	-0.0155	-0.0129	0.0825

Results
free energy: -154114.847 eV
free energy less fixed offsets of N -386.36, O -570.45, Si -639.56 eV per atom: -5.067 eV

The program warned: the cutoff lies below the one the program advises for these potential files; the forces do not sum to zero within the program's tolerance; empty levels may hold ghost states of the PAW files; the exchange-correlation potential is rough where the density is thin.
